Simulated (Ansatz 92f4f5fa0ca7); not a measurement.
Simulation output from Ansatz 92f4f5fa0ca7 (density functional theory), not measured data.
Periodic cell of 223 atoms, Si131O90P2, from a study of silicon, its oxide and their interface. The atomic structure is a simulated model.
This geometry differs little from another in the collection (a relaxation step or a small displacement).

Settings
functional: PBE
potential files: Ansatz PAW
basis: plane waves
wave-function cutoff: 700 eV
density cutoff ratio: 5
exchange-correlation grid ratio: 1
k mesh: 2 x 2 x 1, shifted by 0.5 0.5 0.5 of a step
self-consistency stop: 5e-08 eV per atom in the density residual
occupations: fixed
spin: none
net charge: 0

Cell vectors (angstrom)
a	10.938	0	0
b	0	10.938	0
c	0	0	32.1988

Atoms and the computed forces on them: element, x, y, z (angstrom), force x, y, z (eV/angstrom)
Si	10.7187	0.1695	24.8245	0.0917	0.0324	-0.0491
Si	5.7696	10.6275	24.7372	-0.0109	-0.0299	-0.0572
Si	2.5715	2.8252	24.6047	-0.0477	-0.094	-0.0416
Si	8.5551	2.4619	24.8854	0.0137	0.001	-0.0432
Si	0.3064	5.0654	24.8178	-0.0027	-0.0211	-0.0449
Si	5.1684	5.6934	24.6939	-0.0253	0.0033	-0.0361
Si	2.9762	7.9819	24.6133	0.0283	0.0198	-0.061
Si	8.0192	8.4312	24.732	-0.0054	0.0225	-0.0357
P	1.939	0.7396	25.3257	-0.0698	0.0456	-0.1511
Si	6.8921	1.2898	26.0724	0.0069	0.0125	0.0051
Si	4.0327	4.0662	26.0251	0.0426	0.0026	-0.0217
Si	9.6699	4.0195	26.2473	-0.0095	0.0088	-0.0276
Si	1.4293	6.787	25.9866	-0.0189	-0.0012	0.0151
Si	6.8275	6.8118	26.0048	-0.02	0.0184	-0.0039
Si	4.1733	9.4681	26.0242	0.0518	-0.0529	0.0551
Si	9.5344	9.6002	26.1727	0.0016	-0.031	-0.0276
Si	2.7796	-0.0506	27.2869	-0.0126	0.0225	0.0747
Si	8.2049	0.0091	27.5522	-0.0164	-0.0011	0.0095
P	0.0438	2.6694	27.5192	0.0488	-0.0409	0.0528
Si	5.4813	2.7229	27.3477	0.0104	0.0114	0.0003
Si	2.7038	5.4195	27.4453	0.0062	0.0196	0.0134
Si	8.2029	5.4625	27.3902	-0.001	0.0033	-0.0007
Si	0.0193	8.1519	27.3676	-0.0002	-0.0247	-0.0015
Si	5.504	8.1321	27.448	-0.0265	0.0349	-0.0123
Si	4.0742	1.3745	28.7089	-0.0242	-0.0219	0.0181
Si	9.5845	1.4317	28.8554	0.0088	0.0234	-0.0257
Si	1.29	4.0849	28.8213	-0.0168	-0.009	-0.022
Si	6.8231	4.1019	28.7526	-0.0062	-0.0198	-0.0164
Si	4.0891	6.7984	28.8013	0.0113	0.0083	-0.0069
Si	9.5605	6.835	28.7644	0.0198	0.0052	-0.0141
Si	1.3677	9.5781	28.7084	0.0188	0.0206	0.0154
Si	6.8118	9.5537	28.8388	-0.0155	-0.0132	-0.0052
Si	0.0141	-0.0034	30.136	0.016	-0.0253	0.0051
Si	5.4356	0.0161	30.14	-0.0214	0.0104	-0.0025
Si	2.7244	2.7333	30.13	0.0291	-0.0178	0.0075
Si	8.1783	2.7593	30.166	-0.0273	-0.0013	0.0104
Si	-0.0217	5.4855	30.1631	-0.0013	0.023	0.0103
Si	5.4702	5.4568	30.1526	-0.0026	-0.0039	0.0125
Si	2.7281	8.2148	30.1271	-0.0074	0.0225	-0.0031
Si	8.2105	8.1987	30.1585	0.0071	0.001	0.0114
Si	1.3673	1.3673	31.515	0.1156	-0.0911	-0.0111
Si	6.8362	1.3673	31.515	-0.1547	0.0378	-0.0385
Si	4.1018	4.1018	31.515	-0.0464	-0.1082	-0.0304
Si	9.5708	4.1018	31.515	-0.1152	0.1157	0.1311
Si	1.3673	6.8362	31.515	-0.0144	0.1621	-0.0805
Si	6.8362	6.8362	31.515	0.0501	-0.0861	0.0388
Si	4.1018	9.5708	31.515	-0.1416	0.0193	-0.0548
Si	9.5708	9.5708	31.515	0.0832	0.0401	-0.0164
Si	2.7345	0	0.6835	0.0563	-0.0401	0.1132
Si	8.2035	0	0.6835	-0.0424	0.0307	-0.1102
Si	0	2.7345	0.6835	-0.0521	-0.011	0.0409
Si	5.469	2.7345	0.6835	0.0655	-0.0945	0.0182
Si	2.7345	5.469	0.6835	0.0042	0.148	-0.1437
Si	8.2035	5.469	0.6835	0.0861	-0.0973	0.1005
Si	0	8.2035	0.6835	0.1381	-0.0739	-0.0163
Si	5.469	8.2035	0.6835	-0.0069	0.0367	0.038
Si	4.1255	1.3573	2.0558	0.0145	-0.0077	-0.0041
Si	9.5689	1.3543	2.0529	-0.0076	0.0115	-0.0001
Si	1.3715	4.1184	2.0374	-0.007	0.0046	0.0013
Si	6.8496	4.0865	2.058	0.0063	-0.01	0.0033
Si	4.1076	6.8267	2.0551	-0.0108	0.006	0.0001
Si	9.5796	6.8346	2.0509	0.011	-0.0096	0.005
Si	1.385	9.5468	2.0523	0.0026	-0.0111	-0.0057
Si	6.8314	9.5882	2.0507	-0.0055	0.0101	-0.0016
Si	-0.0007	-0.0369	3.389	-0.0198	-0.0126	0.0187
Si	5.4929	0.0096	3.47	0.0053	0.0041	0.0058
Si	2.7794	2.7784	3.3663	0.0105	0.0151	0.0168
Si	8.1944	2.6961	3.4473	-0.0097	-0.0097	0.0192
Si	0.0234	5.4781	3.4318	0.006	0.0041	0.0172
Si	5.4866	5.4626	3.4101	-0.0112	-0.0083	0.0118
Si	2.7719	8.2051	3.4477	0.0006	-0.0003	0.0219
Si	8.2119	8.2233	3.3822	0.007	0.0065	0.0098
Si	1.4	1.3831	4.6319	0.0065	-0.0039	0.0049
Si	6.8523	1.3443	4.9064	-0.0021	0.003	-0.0088
Si	4.1621	4.0804	4.8042	-0.001	-0.0034	0.0079
Si	9.5827	4.0793	4.7598	-0.0016	0	0.0051
Si	1.4212	6.826	4.8188	-0.0047	-0.0006	-0.0016
Si	6.836	6.8805	4.7319	-0.0065	0.007	0.012
Si	4.1432	9.5713	4.8463	0.0084	-0.0123	0.0004
Si	9.5636	9.5467	4.7906	-0.0068	0.0002	0.008
Si	2.7542	0.1037	6.0613	0.0087	0.0163	0.0123
Si	8.2144	-0.0657	6.2653	-0.0066	-0.0004	-0.0163
Si	0.0369	2.6667	6.0371	-0.0029	-0.0126	0.0077
Si	5.4838	2.7205	6.2921	-0.0083	0.0075	-0.019
Si	2.8225	5.4708	6.1807	0.0121	0.0085	-0.0063
Si	8.1844	5.4723	6.0454	0.0113	-0.0093	0.0024
Si	0.0206	8.1813	6.1535	-0.0077	0.0128	-0.0092
Si	5.5397	8.2166	6.2312	0.0008	0.004	-0.0227
Si	3.8469	1.564	7.6035	-0.0377	0.0057	0.0329
Si	9.849	1.1364	7.4476	0.0277	-0.0046	0.0344
Si	1.6386	3.789	7.3091	0.0034	-0.0255	0.0286
Si	6.6615	4.4081	7.4834	0.004	0.0349	0.036
Si	4.4181	6.6264	7.5414	0.0154	-0.0098	0.036
Si	9.3796	6.94	7.4084	-0.0247	-0.001	0.0267
Si	1.1491	9.9114	7.2955	-0.0014	0.0262	0.0259
Si	7.1722	9.2211	7.6691	0.0248	-0.0318	0.0475
O	8.3231	8.0799	7.9117	-0.0041	0.0071	0.0183
O	2.726	2.7271	7.955	0.0127	-0.0121	0.0233
O	9.7446	1.4242	24.3601	-0.0381	-0.0092	0.0054
O	4.0808	6.8233	24.1197	-0.0035	-0.0064	-0.0245
O	0.037	0.0211	7.9539	-0.0032	0.0032	0.0197
O	5.5364	5.5032	8.0321	-0.0029	-0.0002	0.0167
O	6.9066	9.5401	24.1837	0.0082	0.0042	-0.0255
O	1.329	3.8677	24.2658	0.0097	0.0406	0.0063
O	3.8777	7.3863	8.9267	-0.0059	-0.0047	-0.0134
O	0.8125	4.3597	8.5968	0.0076	0.0185	-0.0076
O	9.8277	6.1709	8.8064	0.0141	0.0021	-0.0091
O	2.1138	9.3763	8.5091	-0.0158	-0.026	0.0037
O	7.5148	3.9188	8.8101	-0.0119	-0.0208	-0.0055
O	4.2841	0.9117	9.0687	0.0054	0.0215	-0.0083
O	6.7525	9.5476	9.2268	0.0023	-0.0102	-0.0098
O	9.2245	1.8573	8.7926	-0.0126	0	-0.0079
O	7.903	3.2296	23.5834	-0.0139	-0.0041	0.003
O	10.4915	5.712	23.5075	0.0064	0.0129	0.0086
O	5.0459	0.3611	23.4274	0.012	0.0071	0.0098
O	5.8545	4.9607	23.3892	0.0035	-0.0023	0.0085
O	3.2856	2.4065	23.1638	0.0169	-0.0002	-0.0121
O	2.3053	8.7333	23.2846	-0.0062	-0.0177	0.0147
O	8.7313	7.7277	23.4193	0.004	-0.0028	0.0083
O	-0.004	10.1746	23.4916	0.0048	-0.0046	-0.0244
Si	4.4995	1.5489	22.4566	-0.0187	0.0053	0.0088
Si	3.5189	7.906	14.0307	-0.005	-0.0003	0.0006
Si	7.1503	0.9311	14.6621	0.0042	-0.0017	-0.002
Si	0.9446	9.2781	22.525	-0.007	0.0203	0.0135
Si	1.2065	4.2902	11.8783	-0.0016	0.0053	-0.0035
Si	6.2958	8.9374	15.317	0.0008	-0.0001	0.001
Si	0.7068	1.3467	12.2932	0.0032	-0.0017	-0.0065
Si	8.6809	4.9107	20.5224	0.0004	-0.0016	-0.0031
Si	0.3403	5.6993	9.362	0.006	0.0091	-0.0051
Si	5.1373	3.0901	17.9329	-0.0039	-0.0017	-0.0025
Si	0.9176	3.7117	16.7449	-0.0006	0.0028	0.0034
Si	10.442	2.7964	19.2291	0.0052	-0.0019	0.0067
Si	5.3001	1.1653	10.346	0.0051	0.0055	-0.006
Si	0.9256	0.1286	19.8652	0.0024	0.0058	0.011
Si	6.6696	9.4449	10.8651	0.0081	-0.0001	0.0043
Si	9.3779	9.6448	18.3278	0.0049	0.0002	-0.0019
Si	9.4171	9.2236	12.5717	0.0009	-0.0004	-0.0025
Si	6.698	3.7872	22.6329	-0.0033	-0.0094	-0.0085
Si	2.4547	8.0576	9.3777	-0.0121	-0.0035	-0.0072
Si	10.6302	7.3373	17.0777	-0.0056	0.0063	-0.001
Si	2.5497	6.2612	16.5769	-0.0008	0.0003	-0.0038
Si	10.2066	4.4652	14.1887	-0.001	0.0022	0.0029
Si	6.1772	9.1523	18.5139	0.0012	-0.0032	-0.0055
Si	7.983	2.5626	9.5785	-0.0017	-0.0013	-0.0019
Si	8.9076	2.1224	12.4475	0.0001	-0.0021	-0.0045
Si	5.3798	6.2109	18.0652	0.0016	0.0013	0.0034
Si	3.9688	0.5285	19.4663	-0.0104	0.0042	0.0138
Si	4.3028	3.823	12.046	-0.0089	0.0048	0.0061
Si	5.573	6.5825	12.1335	-0.0019	-0.0018	0.0053
Si	8.0521	2.4658	17.2223	0.0029	-0.0035	-0.0005
Si	4.3928	2.4572	14.958	-0.0036	0.004	-0.0002
Si	1.5735	1.1841	15.251	-0.0006	-0.0027	0.0032
Si	1.5975	9.3918	12.0464	0.0048	-0.0006	-0.0012
Si	8.0806	6.8248	13.8646	0.0005	-0.0045	0.0039
Si	10.4157	9.8078	15.4873	-0.0006	0.0004	-0.0019
Si	9.8861	6.9178	22.5888	0.0089	0.0053	-0.0121
Si	8.157	5.4497	17.4229	-0.0013	-0.0062	0.0013
O	6.0737	7.942	11.2883	-0.0048	0.0078	0.0044
O	6.0557	9.1752	16.8965	0.0122	-0.0067	0.0085
O	7.7143	1.3346	13.1925	0.0129	0.0025	0.0041
O	0.922	1.7225	13.8643	0.0049	-0.0183	-0.0042
O	9.4741	6.2186	16.8862	-0.0049	-0.0024	-0.003
O	6.7926	6.1784	13.128	0.0131	0.0215	0.0014
O	5.1692	4.6255	18.6062	0.0016	-0.0028	-0.011
O	9.2671	2.1067	18.2754	-0.0059	0.0299	-0.0033
O	2.4109	0.0549	19.1053	0.0125	0.0078	0.0087
O	9.4512	10.2045	16.7694	0.0162	-0.0159	0.0126
O	2.8144	4.4209	11.7083	-0.004	-0.0012	0.0101
O	5.1075	10.2909	19.1038	-0.0041	-0.0021	-0.01
O	9.4542	3.2182	13.4906	0.0067	0.004	-0.0093
O	0.4981	1.7196	19.9651	-0.0015	0.0156	-0.0144
O	3.187	1.3376	15.053	-0.0013	0.0197	0.0003
O	8.2147	5.3469	19.0378	0.0084	-0.0104	-0.0067
O	3.9371	6.5635	17.3815	-0.0105	-0.0053	-0.0043
O	4.614	3.2585	16.3772	0.0069	-0.0192	0.0112
O	9.0918	5.6411	14.3156	-0.0001	-0.0092	0.0003
O	5.7202	2.583	22.1617	-0.0009	0.0037	0.0163
O	10.7091	4.1152	15.6822	0.0094	-0.0044	0.0059
O	0.375	3.8234	18.2813	-0.0093	-0.0179	-0.0095
O	10.4665	10.4738	19.2261	-0.0014	-0.0111	-0.0075
O	9.6725	10.0002	14.0311	0.0177	-0.0225	0.0078
O	11.0391	7.9515	22.0884	-0.0085	-0.0025	0.0196
O	1.2285	2.1293	16.5262	-0.0014	0.0077	-0.0222
O	9.7699	3.6952	20.4172	-0.0165	0.0116	-0.0226
O	8.1825	3.9972	16.6968	0	-0.0116	0.0252
O	-0.0149	9.0833	11.9073	0.0108	0.0032	0.0077
O	6.6203	2.3828	18.004	0.0047	0.0104	-0.0179
O	5.6045	10.7017	11.1955	0.0005	0.0037	-0.0086
O	7.7881	9.558	18.8432	0.0008	0.0068	-0.0095
O	10.0582	1.0048	12.0529	-0.0008	0.0363	0.0197
O	1.3352	6.9372	9.0632	0.0032	-0.0042	0.0268
O	0.6521	4.7448	13.3492	-0.0076	-0.0156	-0.0035
O	5.7423	7.5905	18.9799	-0.0101	0.0026	-0.013
O	5.2627	5.0679	11.5136	-0.0076	-0.0093	-0.0129
O	2.7462	6.9561	15.115	0.0092	0.0059	0.0048
O	0.9433	2.724	11.4644	-0.0086	0.0032	0.0159
O	0.8971	10.6553	15.5418	-0.0224	0.0016	-0.0073
O	2.4296	8.5636	10.9155	-0.0133	0.0024	-0.0078
O	4.7188	2.4146	11.2685	0.0178	0.0009	-0.0019
O	4.2809	3.4909	13.6752	0.0014	-0.0182	-0.0044
O	2.2329	4.6528	16.4892	-0.0139	-0.0012	0.0044
O	10.7376	8.2196	15.6975	-0.0066	0.017	0.0196
O	6.9572	10.264	14.6672	-0.0102	0.0019	0.0136
O	2.3703	8.9296	13.4274	0.0098	-0.0056	-0.0009
O	8.0661	1.4922	15.9054	-0.0208	0.0087	0.0011
O	4.1591	6.9755	12.855	0.0095	0.0103	0.0068
O	4.2076	1.9739	18.7016	0.0125	-0.0022	-0.0017
O	7.3502	4.4073	21.2943	0.0185	0.0019	0.0158
O	8.4294	2.9074	11.1042	-0.0001	-0.023	-0.0038
O	1.2218	6.8392	17.3599	0.0086	-0.0066	-0.0097
O	5.6867	1.5522	14.7488	0.007	0.0116	0.0039
O	8.1556	9.7352	11.5916	-0.0259	-0.0091	-0.0157
O	9.2752	6.2275	21.2584	-0.0032	-0.0144	0.0155
O	8.9894	7.6911	12.8552	-0.0153	0.014	0.0169
O	1.6814	0.0979	11.8792	-0.019	-0.001	0.0193
O	6.6932	6.1137	17.0721	0.0018	0.0004	-0.0013
O	7.4234	7.7724	15.0374	-0.004	0.0073	-0.0031
O	1.2405	10.2374	21.243	-0.0108	-0.0129	-0.0031
O	10.0683	8.1663	18.3557	-0.0004	0.0116	-0.0281
O	4.0261	0.8486	21.071	0.0065	0.0042	-0.0114
O	0.3592	5.3139	10.9291	0.0141	-0.0076	-0.0159
O	6.7161	1.5556	9.6355	-0.0006	0.0179	0.025
O	4.8051	8.6827	14.6853	0.0009	-0.0057	-0.0019

Results
free energy: -135993.880 eV
free energy less fixed offsets of O -569.03, P -756.45, Si -635.61 eV per atom: -3.370 eV

The program warned: the cutoff lies below the one the program advises for these potential files; the exchange-correlation potential is rough where the density is thin.
